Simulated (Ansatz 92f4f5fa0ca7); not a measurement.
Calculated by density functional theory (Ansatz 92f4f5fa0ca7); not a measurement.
Periodic cell of 208 atoms, Si128O80, from a study of silicon, its oxide and their interface. The atomic structure is a simulated model.
Doubt: the cutoff is far below the 930 eV that the study's wrapper takes by default for these files, so forces and energies are approximate.
This geometry differs little from another in the collection (a relaxation step or a small displacement).

Settings: functional PBE; potential files Ansatz PAW; basis plane waves; wave-function cutoff 580 eV; density cutoff ratio 5; exchange-correlation grid ratio 1; k mesh 1 x 1 x 1, Gamma-centred; self-consistency stop 5e-08 eV per atom in the density residual; occupations fixed; spin none; net charge 0.

Cell vectors (angstrom)
a 10.938 0 0
b 0 10.938 0
c 4.264 -0.7319 31.4198

Atoms: element, x, y, z (angstrom)
Si 5.3572 -1.8751 23.9879
Si 8.0448 0.8566 24.0334
Si 5.8762 3.1313 23.958
Si 8.5908 -5.1362 23.8927
Si 0.3796 -2.347 23.9224
Si 3.1575 0.3798 23.9795
Si 10.8476 3.5664 23.8401
Si 2.624 -4.5613 23.9969
Si 6.9299 -0.7324 25.3331
Si 9.7122 2.0127 25.2336
Si 7.0243 -6.231 25.2737
Si 9.7204 -3.5069 25.2187
Si 1.5273 -0.7561 25.2515
Si 4.2764 1.9937 25.2784
Si 12.4128 4.725 25.2237
Si 4.2184 -3.4474 25.3125
Si 5.6084 0.6496 26.6916
Si 8.38 3.3622 26.6592
Si 5.635 -4.8367 26.6142
Si 8.3675 -2.1131 26.6105
Si 11.0956 0.6399 26.6001
Si 13.8186 3.3798 26.6035
Si 11.086 6.0984 26.6377
Si 2.878 -2.082 26.6766
Si 4.264 -0.7319 28.0016
Si 6.9985 2.0026 28.0016
Si 4.264 -6.2009 28.0016
Si 6.9985 -3.4664 28.0016
Si 9.733 -0.7319 28.0016
Si 12.4675 2.0026 28.0016
Si 9.733 4.7371 28.0016
Si 12.4675 -3.4664 28.0016
Si 1.3673 -1.3673 3.418
Si 4.1018 1.3673 3.418
Si 1.3673 4.1018 3.418
Si 4.1018 -4.1018 3.418
Si 6.8362 -1.3673 3.418
Si -1.3673 1.3673 3.418
Si 6.8362 4.1018 3.418
Si -1.3673 -4.1018 3.418
Si 2.7013 0.0243 4.7602
Si 5.4878 2.7235 4.7218
Si 2.7823 5.4295 4.737
Si 5.4702 -2.7212 4.7961
Si -2.7414 0.0138 4.7935
Si -0.0048 2.7591 4.8846
Si 8.2103 5.4679 4.8094
Si -0.0077 -2.758 4.7634
Si 1.3774 1.356 6.2386
Si 4.0814 4.0019 6.0989
Si 1.5093 -4.0633 6.0494
Si 4.153 -1.2586 6.1086
Si -4.1237 1.3877 6.1398
Si -1.4185 4.1063 6.3003
Si 6.8057 -4.1085 6.1668
Si -1.3519 -1.3537 6.1133
Si 0.2272 -0.2953 7.5202
Si 3.2677 2.193 7.3922
Si -0.4722 -5.3405 7.9359
Si 2.5579 -2.4284 7.3201
Si 5.0221 0.5228 7.3447
Si -3.0692 2.9832 7.5068
Si 5.6135 5.1847 7.3946
Si -2.5059 -2.9157 7.4128
Si 5.6312 -2.0991 29.3688
Si 8.3657 0.6354 29.3688
Si 5.6312 -7.5681 29.3688
Si 8.3657 -4.8336 29.3688
Si 11.1002 -2.0991 29.3688
Si 13.8347 0.6354 29.3688
Si 11.1002 3.3699 29.3688
Si 2.8967 -4.8336 29.3688
Si 6.9985 -0.7319 30.7361
Si 9.733 2.0026 30.7361
Si 6.9985 -6.2009 30.7361
Si 9.733 -3.4664 30.7361
Si 12.4675 -0.7319 30.7361
Si 4.264 2.0026 30.7361
Si 1.5295 -6.2009 30.7361
Si 4.264 -3.4664 30.7361
Si 1.3673 1.3673 0.6835
Si 4.1018 4.1018 0.6835
Si 1.3673 -4.1018 0.6835
Si 4.1018 -1.3673 0.6835
Si 6.8362 1.3673 0.6835
Si -1.3673 4.1018 0.6835
Si 6.8362 -4.1018 0.6835
Si 9.5708 -1.3673 0.6835
Si 0 0 2.0507
Si 2.7345 2.7345 2.0507
Si 0 -5.469 2.0507
Si 2.7345 -2.7345 2.0507
Si 5.469 0 2.0507
Si 8.2035 2.7345 2.0507
Si 5.469 5.469 2.0507
Si 8.2035 -2.7345 2.0507
Si 2.6707 -3.7451 11.9677
Si 7.355 -3.9614 12.6612
Si 6.0811 3.1335 16.71
Si 3.6809 1.0536 12.4676
Si 8.1817 2.2401 10.5425
Si 8.8515 -2.1608 17.0241
Si 2.8663 -2.2786 19.083
Si 1.4329 -1.0532 12.5706
Si 8.5941 2.9975 18.0585
Si 2.2894 2.698 10.3977
Si 4.0485 4.5676 21.8041
Si 4.299 -3.8739 9.4344
Si 9.5281 -5.1607 17.4888
Si 0.6164 5.1581 10.8926
Si -1.8406 4.3851 12.5235
Si 1.4839 -4.2669 17.3407
Si 11.6304 -1.9853 15.481
Si 6.7169 -1.9327 14.7505
Si 7.1497 -3.3075 21.7455
Si 5.8542 0.2723 10.4749
Si 5.2633 0.6658 14.9816
Si 6.9237 -2.3988 10.0481
Si 3.0176 -0.4656 16.8502
Si 9.6977 0.1916 18.9431
Si 1.8782 2.2563 21.7256
Si 8.5719 3.945 15.4378
Si 9.3479 -1.0612 21.8125
Si 4.3358 -5.4619 16.9899
Si 1.7231 0.4274 19.1701
Si -0.1837 0.6218 10.5009
Si 5.0504 -4.3099 19.7171
Si 4.7598 -4.1 14.1619
O 0.7248 -1.7534 13.8655
O -0.4377 0.0946 8.9736
O 21.594 20.1856 22.5605
O 4.8285 -5.2417 8.7429
O 9.7263 4.7019 23.362
O -2.4711 2.4495 8.945
O 2.5195 1.0754 22.6383
O 6.9714 1.9873 23.4542
O 2.7735 0.7525 17.9392
O 4.6889 -5.0323 15.4736
O 9.0014 4.5541 18.4824
O 4.2661 -0.741 23.4546
O 7.83 -4.5582 22.5474
O 0.2828 -0.5628 11.5183
O 5.9191 -4.6161 13.1167
O 2.3812 0.2126 12.9915
O 1.4116 -1.3843 7.8817
O 3.3917 -5.1731 22.6847
O 11.2301 0.2259 18.414
O 4.585 -5.7043 20.4266
O 2.243 -0.981 19.8754
O 8.3103 -2.2346 21.3872
O 4.6944 3.888 17.0845
O 6.8186 -0.99 10.8444
O 8.9894 -3.6283 17.7812
O 6.4745 -3.8304 20.3564
O 6.0012 -2.5959 22.6587
O 5.4254 0.1855 8.912
O 4.5261 0.1552 11.4026
O 1.5531 1.6093 20.268
O 1.5898 -0.8132 16.1531
O 7.9611 -2.2064 8.8153
O 2.7511 -5.2721 17.2579
O 12.2471 -3.4399 15.9327
O 3.1215 2.4471 9.0269
O 8.2088 3.637 11.3818
O 9.13 -5.5308 15.9336
O 3.948 -3.1148 19.9655
O 3.2844 -4.0905 13.4506
O 8.8304 -0.901 18.0821
O 3.8399 -4.2181 10.9429
O 8.5395 -5.0564 12.8239
O 5.4825 -2.7655 9.3936
O 1.0024 -5.0656 7.2909
O -1.5792 1.24 11.0779
O 12.4511 -3.4602 23.4316
O 6.6908 1.6316 10.7872
O 10.0838 -1.9203 15.9812
O 5.2293 -2.62 14.6838
O 7.4442 -2.1401 16.1967
O -1.8919 3.5675 13.9374
O 5.2771 3.8491 22.6009
O 11.4868 2.87 22.472
O 6.7376 4.109 7.9422
O 0.9549 1.7778 10.4293
O 7.6392 -2.6347 13.5857
O 2.4028 -2.1457 11.8507
O 1.2405 -4.447 11.5966
O 3.0324 -3.2314 8.6649
O 9.8034 -0.2885 20.4818
O 9.597 6.959 7.8426
O 3.5916 -1.7484 17.7046
O 6.9572 2.9512 18.0793
O 2.9284 3.4565 21.451
O 6.4577 -0.3392 14.4901
O 4.639 1.4781 13.7131
O 5.1965 -4.6151 18.1121
O 7.3778 -3.5625 11.0806
O 6.9367 3.9848 15.5876
O 5.8362 1.6639 16.1007
O 3.2037 2.4116 11.7125
O 11.1397 -5.199 17.6424
O 9.1189 2.8068 16.498
O -0.3083 -5.5934 9.5512
O 4.0628 -0.1532 15.6832
O 9.1209 1.7311 18.9292
O -0.2922 4.436 12.033
O 8.6437 0.0586 22.7434
O 1.6347 -3.253 18.6203
O 1.8886 4.2587 10.4569

Results
free energy: -126872.867 eV
free energy less fixed offsets of O -568.88, Si -635.61 eV per atom: -4.387 eV

Forces (eV/angstrom), in the order of the atoms: element, x, y, z
Si -0.0315 0.0336 -0.0016
Si -0.0391 0.0328 0.0222
Si 0.0288 -0.0348 -0.0124
Si 0.0338 -0.035 -0.0126
Si 0.0418 -0.0319 0.0055
Si 0.028 -0.0326 -0.0008
Si -0.0323 0.0284 0.0016
Si -0.0278 0.0255 0.0038
Si -0.017 0.0136 0.0111
Si -0.0022 0.006 0.0086
Si 0.0049 -0.0091 0.0212
Si 0.0045 -0.0036 0.0197
Si 0.0008 -0.0046 0.014
Si 0.0018 -0.0116 0.0207
Si -0.0066 0.0053 0.0139
Si -0.0145 0.0087 0.0133
Si 0.0064 -0.003 -0.0183
Si 0.0013 0.003 -0.0068
Si 0.0004 0.0021 -0.0033
Si -0.004 -0.0008 -0.0068
Si 0.0001 0 -0.0096
Si 0.0009 0.0007 -0.0091
Si 0.0013 0.0006 -0.0068
Si -0.0003 -0.0049 -0.011
Si -0.1687 0.0617 0.4276
Si 0.0926 0.0414 0.2829
Si -0.0307 0.0009 -0.2123
Si 0.0257 -0.0554 -0.1293
Si 0.0254 -0.0171 -0.2484
Si -0.0288 -0.0079 -0.2181
Si 0.0016 0.0185 0.2158
Si -0.1236 -0.0798 0.1471
Si 0.0013 -0.1334 -0.1587
Si -0.1165 -0.0573 -0.32
Si -0.2257 -0.1566 0.1309
Si 0.2734 0.11 -0.1273
Si 0.0588 0.0019 0.0268
Si 0.0887 0.2877 0.3978
Si 0.2517 0.1391 -0.1887
Si -0.1724 -0.1411 -0.1248
Si -0.0121 0.0005 0.0026
Si 0.0062 0.0184 0.0114
Si -0.0317 0.0141 0.0286
Si -0.0004 -0.0126 0.0144
Si 0.01 0.0082 0.0178
Si 0.0187 -0.0002 0.01
Si -0.006 0.0029 0.0196
Si -0.0175 0.0181 0.0033
Si 0.0016 0.0041 0.0224
Si -0.0039 -0.0092 0.0134
Si 0.09 0.0134 -0.0362
Si 0.0175 -0.0086 0.0083
Si -0.0023 -0.0153 -0.0226
Si 0.0055 0.0053 0.0111
Si 0.0172 0.0149 0.0438
Si 0.0062 -0.0266 0.0108
Si 0.0264 0.0091 -0.0441
Si 0.0183 -0.0305 0.0235
Si 0.0906 -0.1926 0.0013
Si -0.0416 0.0345 -0.0302
Si -0.014 0.0172 0.0717
Si 0.0004 0.0247 -0.0006
Si 0.0133 -0.026 -0.0504
Si -0.0634 0.0924 -0.1386
Si -0.0187 0.0184 -0.0281
Si -0.0548 0.0135 -0.0107
Si 0.0369 -0.0368 -0.0077
Si 0.0111 -0.0279 -0.008
Si 0.0009 -0.0538 -0.007
Si 0.0342 -0.054 0.0115
Si -0.0138 0.0402 -0.0185
Si -0.0353 0.0114 -0.0214
Si 0.0091 -0.0319 -0.0017
Si 0.0279 -0.0182 -0.0084
Si -0.012 0.0391 -0.0266
Si -0.0348 0.0171 -0.0224
Si -0.0231 0.031 -0.0222
Si -0.0358 0.0166 -0.0164
Si 0.0261 -0.0116 -0.0093
Si 0.0259 -0.0049 -0.0195
Si 0.0227 0.0276 0.0117
Si -0.0587 0.0094 0.0157
Si 0.0116 -0.016 0.0306
Si 0.0467 -0.0335 0.0197
Si 0.0032 -0.0352 0.0376
Si 0.0206 -0.0068 0.0131
Si -0.0132 0.0128 -0.0096
Si -0.0416 0.0094 0.0107
Si 0.0245 -0.0527 0.0191
Si -0.005 -0.0689 0
Si -0.0531 -0.0074 0.0099
Si -0.0433 0.0258 -0.0073
Si -0.0811 -0.0198 -0.0029
Si 0.0502 0.091 -0.003
Si 0.122 0.1198 -0.032
Si 0.0069 -0.0529 0.0054
Si -0.0078 -0.0124 0.0256
Si 0.0123 -0.017 0.0102
Si -0.0013 0.0001 -0.0146
Si -0.0101 0.0078 0.0141
Si -0.0053 -0.0159 0.0408
Si -0.0004 0.01 -0.0066
Si 0.0177 -0.0017 -0.0223
Si 0.0002 0.011 0.022
Si 0.0045 -0.0142 -0.0193
Si 0.0256 -0.0109 -0.0017
Si -0.0001 0.0024 -0.0443
Si 0.017 0.0206 0.055
Si -0.0045 0.0109 -0.0193
Si 0.0077 -0.0181 0.0433
Si 0.0091 -0.0031 0.0152
Si 0.0134 0.0187 -0.0064
Si 0.0082 0.0043 -0.0116
Si 0.0079 -0.0061 0.0048
Si -0.0017 -0.0014 -0.0451
Si -0.0151 0.0066 -0.014
Si -0.0085 0.0062 -0.0079
Si -0.0068 0.0027 0.0127
Si 0.0033 -0.0002 0.0036
Si 0.0156 -0.0145 -0.0325
Si 0.0001 0.0047 -0.0336
Si 0.0089 0 -0.027
Si -0.0222 -0.0208 -0.027
Si 0.0156 0.0247 0.0105
Si -0.0071 0.0035 -0.0175
Si 0.0033 0.0079 0.025
Si 0.0011 -0.0056 -0.027
Si -0.0115 -0.0028 0.0167
O -0.0043 -0.0045 0.0044
O -0.0089 0.0012 0.0272
O -0.0065 0.0107 0.0148
O -0.0208 0.0386 0.0203
O 0.0063 -0.0072 0.0125
O -0.0005 -0.0086 0.0052
O -0.0141 0.0173 0.0101
O 0.0032 -0.0021 0.0297
O 0.0049 -0.0065 0.0041
O 0.0002 0.0055 -0.0034
O 0.0031 -0.001 0.0153
O 0.0079 -0.004 0.0184
O -0.0148 0.013 0.0155
O 0.0126 -0.0133 -0.0113
O 0.022 0.0089 -0.0147
O 0.0043 -0.001 -0.0145
O 0.0067 -0.0192 -0.0003
O 0.0137 -0.0136 0.0041
O 0.0034 0.0032 0.0065
O 0.002 0.0079 0.0181
O -0.0024 0.0014 0.0174
O 0.003 0.005 0.0324
O 0.0033 -0.0061 0.0014
O -0.0003 -0.006 -0.0273
O 0.0026 -0.0086 0.0089
O 0.0008 0.0001 0.0221
O 0.0136 -0.0136 0.0098
O -0.0123 0.0124 0.0001
O 0.0228 0.0071 -0.0272
O -0.0015 -0.0099 0.0139
O -0.004 -0.0022 0.0022
O -0.0419 0.0041 0.0707
O -0.0001 -0.0058 0.003
O -0.0018 0.0001 0.0012
O -0.0222 0.0054 -0.0197
O 0.0023 0.0183 -0.0182
O -0.0005 -0.0011 0.0052
O -0.0072 0 0.0188
O 0.0142 -0.002 -0.0121
O -0.0024 -0.0065 0.0025
O -0.0025 0.0337 -0.0434
O -0.0284 0.0228 -0.0172
O -0.0217 -0.035 -0.0172
O 0.0133 -0.0205 -0.0087
O 0.0035 -0.0004 -0.0256
O -0.0096 0.0107 0.0144
O -0.012 -0.0063 -0.0213
O 0.0019 -0.0021 0.0025
O -0.0005 -0.0065 -0.0066
O -0.0004 0.0005 -0.0005
O -0.0078 -0.0005 0.0171
O -0.0154 0.0162 0.0082
O 0.0139 -0.0152 0.0059
O 0.0147 0.0133 -0.0037
O -0.0008 -0.0038 -0.0217
O -0.0096 0.0046 -0.0052
O 0.0049 -0.0119 -0.021
O 0.0339 0.032 -0.0208
O 0.041 -0.022 0.0126
O 0.011 0.0076 0.0137
O -0.1093 0.077 0.0092
O -0.0029 0.006 0.0072
O 0.0045 0.0023 0.0086
O -0.0011 -0.0015 0.0371
O 0.0029 -0.0014 -0.0033
O 0.0103 -0.0027 0.0039
O -0.0102 -0.0143 -0.0097
O -0.0094 -0.0061 -0.0032
O -0.0045 -0.006 0.0055
O 0.0066 0.0066 0.0097
O 0.0083 -0.0062 -0.0113
O -0.0048 -0.0063 0.016
O 0.004 -0.001 0.0059
O 0.0132 -0.0113 0.0322
O 0.0037 0.0023 0.0014
O -0.0092 0.0257 0.0087
O -0.0073 -0.0037 -0.016
O 0.0138 -0.0006 -0.0165
O -0.0062 -0.0064 0.0097
O -0.0006 0.0075 -0.0204

The program warned: the cutoff lies below the one the program advises for these potential files; the forces do not sum to zero within the program's tolerance; the exchange-correlation potential is rough where the density is thin.
